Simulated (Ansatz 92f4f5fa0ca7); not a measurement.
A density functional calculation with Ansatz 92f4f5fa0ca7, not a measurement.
Periodic cell of 225 atoms, Si132O91P2, from a study of silicon, its oxide and their interface. The atomic structure is a simulated model.
Doubt: the cutoff is far below the 930 eV that the study's wrapper takes by default for these files, so forces and energies are approximate.
This geometry differs little from another in the collection (a relaxation step or a small displacement).

Settings
functional: PBE
potential files: Ansatz PAW
basis: plane waves
wave-function cutoff: 580 eV
density cutoff ratio: 5
exchange-correlation grid ratio: 1
k mesh: 1 x 1 x 1, Gamma-centred
self-consistency stop: 5e-08 eV per atom in the density residual
occupations: fixed
spin: none
net charge: 0

Cell vectors (angstrom)
a, 10.938, 0, 0
b, 0, 10.938, 0
c, 0, 0, 31.9494

Atoms: element, x, y, z (angstrom)
Si, 10.6199, 0.0331, 24.4402
Si, 5.0789, 0.1657, 24.6773
Si, 2.8126, 2.3167, 24.5356
Si, 8.5707, 2.471, 24.5754
Si, 10.712, 5.6195, 24.3513
Si, 5.1544, 5.6461, 24.4564
Si, 2.984, 7.9848, 24.407
Si, 8.4251, 7.8624, 24.4306
Si, 1.2947, 1.1526, 25.8536
Si, 6.8173, 1.3601, 25.7544
Si, 3.9836, 4.0343, 25.7318
Si, 9.6923, 4.0507, 25.8625
Si, 1.3426, 6.8212, 25.6812
Si, 6.807, 6.7458, 25.7547
Si, 4.0046, 9.4943, 25.9549
Si, 9.4834, 9.4668, 25.8208
Si, 2.6377, -0.119, 27.2958
Si, 8.1353, -0.0475, 27.1579
Si, 0.0764, 2.6737, 27.2177
Si, 5.4466, 2.7427, 27.1205
Si, 2.6677, 5.4328, 27.1153
Si, 8.1892, 5.3865, 27.1425
Si, 0.0101, 8.1685, 27.1428
Si, 5.5104, 8.1599, 27.1803
Si, 4.0894, 1.3385, 28.5038
Si, 9.5449, 1.335, 28.5101
Si, 1.3922, 4.0767, 28.5702
Si, 6.8131, 4.0692, 28.533
Si, 4.0908, 6.7867, 28.4891
Si, 9.5588, 6.7912, 28.4915
Si, 1.3007, 9.4862, 28.6314
Si, 6.825, 9.5421, 28.5695
Si, -0.0278, -0.0025, 29.9175
Si, 5.4627, -0.0024, 29.8997
Si, 2.7646, 2.7163, 29.9069
Si, 8.1998, 2.72, 29.8908
Si, -0.0022, 5.4571, 29.894
Si, 5.4654, 5.4569, 29.8916
Si, 2.7563, 8.1599, 29.9083
Si, 8.2248, 8.1816, 29.8933
Si, 1.3673, 1.3673, 31.2657
Si, 6.8362, 1.3673, 31.2657
Si, 4.1018, 4.1018, 31.2657
Si, 9.5708, 4.1018, 31.2657
Si, 1.3673, 6.8362, 31.2657
Si, 6.8362, 6.8362, 31.2657
Si, 4.1018, 9.5708, 31.2657
Si, 9.5708, 9.5708, 31.2657
Si, 2.7345, 0, 0.6835
Si, 8.2035, 0, 0.6835
Si, 0, 2.7345, 0.6835
Si, 5.469, 2.7345, 0.6835
Si, 2.7345, 5.469, 0.6835
Si, 8.2035, 5.469, 0.6835
Si, 0, 8.2035, 0.6835
Si, 5.469, 8.2035, 0.6835
Si, 4.1152, 1.3566, 2.0613
Si, 9.6073, 1.3371, 2.0431
Si, 1.373, 4.1179, 2.0556
Si, 6.8472, 4.11, 2.0343
Si, 4.1002, 6.8345, 2.0404
Si, 9.6032, 6.82, 2.0598
Si, 1.3662, 9.5943, 2.0507
Si, 6.8468, 9.5908, 2.047
Si, 0.047, 0.0226, 3.476
Si, 5.5019, 0.0108, 3.4518
Si, 2.7339, 2.7421, 3.3989
Si, 8.2734, 2.7626, 3.3405
Si, 0.064, 5.5014, 3.4786
Si, 5.4999, 5.4999, 3.3986
Si, 2.7424, 8.2304, 3.3824
Si, 8.2894, 8.2766, 3.372
Si, 1.4056, 1.4231, 4.8501
Si, 6.9397, 1.4344, 4.7181
Si, 4.1026, 4.1174, 4.7277
Si, 9.6421, 4.0521, 4.7674
Si, 1.3989, 6.9699, 4.8495
Si, 6.9044, 6.9374, 4.6752
Si, 4.1039, 9.5401, 4.7794
Si, 9.6556, 9.5592, 4.8521
Si, 2.7704, -0.0124, 6.1556
Si, 8.3046, 0.0787, 6.1006
Si, 0.0589, 2.7851, 6.2969
Si, 5.5335, 2.7795, 6.0467
Si, 2.8573, 5.6043, 6.0921
Si, 8.3032, 5.5627, 5.9432
Si, 0.0766, 8.2894, 6.4016
Si, 5.5199, 8.1934, 6.1257
Si, 4.4407, 1.1332, 7.3212
Si, 9.8242, 1.14, 7.6284
Si, 1.2429, 4.5171, 7.4703
Si, 6.6742, 4.4885, 7.1814
P, 4.3726, 6.7143, 7.4827
Si, 9.7498, 6.5908, 7.5116
Si, 1.3019, 9.925, 7.759
Si, 6.7095, 9.8804, 7.3816
O, 9.5838, 1.2722, 23.9933
O, 4.1009, 6.8333, 23.9475
O, 4.0076, 1.2683, 24.0334
O, 9.542, 6.7316, 23.9092
O, 0.0198, 5.5342, 7.9933
O, 5.5743, 0.0536, 7.8844
O, 0.0822, 0.0824, 8.1635
O, 5.5572, 5.5808, 7.7703
O, 7.5607, 3.9475, 8.4445
O, 8.749, 7.0044, 8.7851
O, 2.2147, 9.5218, 9.1327
O, 8.9006, 1.6865, 8.9185
O, 7.618, 9.4077, 8.6811
O, 3.6449, 1.7937, 8.5934
O, 2.1058, 3.9987, 8.7828
O, 8.1455, 3.5288, 23.3727
O, 0.4553, 4.968, 22.9692
O, 1.8659, 2.7499, 23.2582
O, 5.8313, 4.9458, 23.1232
O, 5.5521, 10.0387, 23.5222
O, 2.432, 8.7191, 23.0233
O, 0.1744, 10.0938, 23.1099
O, 7.8093, 8.6182, 23.0882
Si, 8.6143, 7.745, 18.4388
Si, 8.6726, 6.343, 13.6735
Si, 3.6874, 1.544, 14.7535
Si, 2.0641, 5.7947, 17.669
Si, 2.4041, 3.1901, 19.5137
Si, 9.6515, 9.0171, 12.1574
Si, 1.3081, 9.455, 22.0941
Si, 9.0403, 0.9667, 13.2059
Si, 1.4414, 5.1526, 12.9486
Si, 1.6889, 8.4222, 12.9419
Si, 6.6733, 9.5987, 22.4458
Si, 4.4247, 4.6032, 15.7383
Si, 8.1893, 3.0091, 9.5907
Si, 0.7926, 8.2956, 19.2851
Si, 6.9515, 1.3901, 21.1015
Si, 8.1899, 8.2608, 9.6861
Si, 10.8788, 5.2784, 15.6007
Si, 7.4557, 9.509, 16.3156
Si, 9.9132, 2.1309, 20.2763
P, 2.9194, 8.3929, 10.1732
Si, 6.6486, 3.4126, 17.4279
Si, 1.1422, 0.2595, 19.8234
Si, 3.1833, 2.8106, 12.28
Si, 7.1967, 5.4387, 19.7047
Si, 5.6293, 8.5786, 11.5148
Si, 5.7053, 6.008, 13.2301
Si, 4.5524, 9.7418, 17.6986
Si, 1.0137, 3.6324, 22.187
Si, 4.8872, 1.5338, 18.8278
Si, 3.2109, 3.0554, 9.5046
Si, 6.3103, 10.7809, 13.7579
Si, 10.2101, 0.1486, 16.0072
Si, 5.6412, 3.6049, 11.1714
Si, 9.7797, 3.9052, 11.9362
Si, 2.2113, 9.9731, 15.6937
Si, 6.0477, 8.1637, 19.8363
Si, 6.9399, 4.0097, 22.3887
Si, 9.7201, 2.8506, 17.3456
O, 7.0919, 6.2938, 14.0542
O, 1.8384, 7.1034, 18.7224
O, 10.3497, 4.0045, 16.4206
O, 6.0582, 9.9542, 17.0596
O, 10.0018, 0.6991, 14.4902
O, 8.415, 6.162, 18.8633
O, 5.0302, 0.6439, 14.4155
O, 5.7374, 2.0723, 17.5525
O, 8.3282, 2.0002, 20.5288
O, 1.9364, 4.3456, 18.4447
O, 6.9492, 2.76, 10.6508
O, 4.8193, 2.6562, 12.2172
O, 5.9235, 4.4377, 16.3899
O, 4.5697, 3.8968, 9.9406
O, 10.674, 2.8441, 21.535
O, 9.6694, 6.1888, 14.9742
O, 5.9867, 6.5286, 19.8727
O, 4.0449, 0.2317, 18.3299
O, 9.1309, 10.5602, 12.2721
O, 2.8312, 4.3783, 12.6185
O, 1.8801, 10.7451, 21.2313
O, 3.9853, 2.7897, 19.3752
O, 0.5937, 10.091, 16.0662
O, 1.2448, 9.8489, 18.8634
O, 1.7034, 1.7107, 19.2972
O, 8.7918, 10.44, 16.5231
O, 4.8143, 8.6308, 18.8702
O, 9.504, 8.7056, 10.5583
O, 6.7045, 4.1361, 18.8823
O, 2.7401, 1.7718, 13.4294
O, 5.8332, 8.8066, 21.3053
O, 2.5193, 2.4242, 10.848
O, 7.6181, 4.8892, 21.1843
O, 5.1345, 7.3987, 12.5545
O, 0.2056, 9.0206, 12.7569
O, 7.4343, 1.0333, 13.5436
O, 6.9899, 9.6255, 14.7407
O, 8.9108, 5.0345, 12.725
O, 8.0261, 8.0604, 16.9107
O, 6.2195, 2.6087, 21.923
O, 2.3107, 9.0568, 14.3197
O, 0.3617, 4.5029, 11.9072
O, 0.7651, 8.3617, 20.9552
O, 9.3474, 3.8364, 10.3729
O, 9.556, 2.3924, 12.5653
O, 7.5788, 8.6115, 19.3908
O, 2.5117, 9.0016, 11.6497
O, 3.9078, 3.0476, 15.4225
O, 0.9353, 4.7322, 14.436
O, 10.0247, 3.0814, 18.9373
O, 8.906, 7.8061, 12.9787
O, 10.4908, 0.6064, 20.0717
O, 6.0046, 4.9754, 11.98
O, 8.1251, 2.902, 16.985
O, 3.4341, 5.5081, 16.7357
O, 4.507, 8.8809, 10.3174
O, 1.6468, 6.7768, 12.8936
O, 4.6445, 5.4561, 14.3522
O, 2.065, 3.8877, 20.9566
O, 10.4362, 1.4344, 16.9778
O, 0.8409, 6.1434, 16.6393
O, 7.3583, 10.99, 21.9348
O, 5.9037, 0.9505, 19.9527
O, 5.9158, 9.959, 12.3782
O, 2.7288, 0.5889, 15.6548
O, 6.9623, 7.9819, 10.7439
O, 10.1979, 8.0781, 18.6942
O, 3.315, 9.2505, 16.715

Results
free energy: -137176.439 eV
free energy less fixed offsets of O -568.88, P -755.39, Si -635.61 eV per atom: 2.941 eV

Forces (eV/angstrom), in the order of the atoms: element, x, y, z
Si, 0.0045, 0.0056, 0.0027
Si, -0.0031, -0.0002, 0.0057
Si, -0.0053, -0.0013, 0.0009
Si, -0.0004, 0.0017, 0.0051
Si, -0.0073, -0.004, 0.0051
Si, 0.0014, 0.0032, 0.0014
Si, 0.0007, 0.0048, 0.0085
Si, -0.0046, -0.0069, -0.0012
Si, -0.0012, -0.0007, 0.0046
Si, 0.0051, 0.001, -0.0015
Si, -0.0029, 0.0043, 0.0017
Si, 0.0024, 0.0006, 0.0011
Si, 0.0055, 0.0017, -0.0022
Si, -0.0006, 0.0012, 0.0052
Si, 0.0012, -0.0039, 0.0005
Si, 0.0022, 0.0023, 0.0004
Si, -0.0068, -0.0006, 0.0022
Si, -0.014, -0.0043, 0.0028
Si, 0.0038, 0.0039, -0.0005
Si, 0.0036, 0.0051, -0.0006
Si, -0.0052, -0.0074, -0.0013
Si, -0.0041, 0.0004, -0.0072
Si, -0.007, -0.0024, -0.0009
Si, 0.0001, 0.0026, -0.0016
Si, -0.0084, -0.0056, 0.004
Si, 0.0036, 0.0064, 0.002
Si, -0.0096, 0.002, -0.0065
Si, -0.0014, 0.0002, -0.0035
Si, 0.0001, 0.0099, 0.0021
Si, -0.0043, 0.0032, 0.0038
Si, 0.0089, 0.0114, -0.0109
Si, -0.0023, 0.0011, -0.007
Si, -0.0089, 0.0035, 0.0058
Si, 0.002, 0.0037, -0.0008
Si, 0.0026, -0.0027, 0.0001
Si, 0.0037, -0.0043, 0.0018
Si, 0.0049, -0.0002, 0.0001
Si, -0.0044, 0.003, 0.0019
Si, 0.0047, -0.0117, 0.0039
Si, 0.0028, 0.0006, -0.0022
Si, 0.0819, 0.062, -0.058
Si, 0.028, 0.0011, -0.0133
Si, 0.0802, -0.0517, 0.0812
Si, -0.0889, -0.0887, -0.0744
Si, 0.0314, -0.1307, 0.0397
Si, 0.0386, 0.0021, -0.1044
Si, -0.0345, -0.0378, -0.0196
Si, -0.1806, -0.1241, 0.1468
Si, 0.0097, 0.0127, -0.0148
Si, -0.0153, 0.0156, -0.0977
Si, 0.0853, 0.0659, 0.0417
Si, 0.032, 0.0033, 0.0538
Si, -0.0413, -0.0717, -0.0735
Si, 0.0809, 0.0597, -0.0338
Si, 0.0963, 0.0743, 0.0459
Si, 0.0912, 0.0882, 0.064
Si, -0.0097, 0.006, 0.003
Si, 0.0035, -0.0038, -0.0021
Si, -0.0035, 0.0036, 0.0047
Si, -0.0106, 0.0107, -0.0056
Si, -0.0001, -0.0006, -0.0047
Si, -0.0033, 0.0121, 0.0026
Si, -0.0021, -0.0001, -0.0092
Si, -0.0068, 0.0106, 0.0034
Si, -0.0052, -0.0009, -0.002
Si, -0.0019, -0.004, -0.0107
Si, 0.0184, -0.0052, 0.003
Si, -0.0095, -0.0049, 0.0082
Si, -0.0072, -0.0006, -0.0113
Si, 0.0098, -0.0115, 0.005
Si, -0.0029, 0.0101, -0.0003
Si, -0.0014, -0.0312, 0.0056
Si, 0.0086, -0.0034, 0.0109
Si, 0.0119, 0.004, 0.0069
Si, -0.0206, 0.011, -0.0009
Si, 0.0018, 0.0048, 0.0143
Si, 0.0134, -0.0057, 0.0022
Si, -0.008, 0.0279, -0.0092
Si, 0, 0.0007, -0.0096
Si, 0.0004, 0.0145, 0.0066
Si, -0.0111, 0.0085, -0.0196
Si, 0.0027, 0.0057, -0.0052
Si, -0.0063, -0.0089, 0.0042
Si, 0.0086, 0.0073, -0.0102
Si, 0.0067, -0.0095, -0.0084
Si, 0.0018, -0.0162, -0.0062
Si, -0.0171, -0.0116, -0.0178
Si, 0.005, -0.0105, -0.0055
Si, 0, -0.0113, 0.0315
Si, -0.0141, 0.0186, -0.0203
Si, 0.009, 0.0066, -0.0179
Si, 0.0001, -0.0027, 0.009
P, -0.0071, 0.0115, -0.001
Si, 0.0047, 0.0008, 0.0213
Si, 0.0172, 0.0409, 0.0903
Si, -0.0061, -0.0132, -0.0003
O, -0.0038, -0.0017, -0.0036
O, -0.0019, -0.0031, -0.0046
O, 0.0018, 0.0014, -0.0039
O, 0.0019, 0.0009, -0.0025
O, -0.0109, -0.002, 0.0001
O, 0.0004, 0.0099, 0.0002
O, -0.0133, -0.008, -0.0126
O, 0.0094, -0.0136, 0.0043
O, -0.0065, 0.0051, -0.0128
O, 0.0032, -0.003, -0.0088
O, -0.0215, 0.0252, -0.063
O, 0.0052, -0.008, 0.0049
O, -0.0039, 0.0069, -0.0039
O, 0.0042, -0.0072, -0.0151
O, -0.0015, -0.0004, 0.0064
O, -0.001, -0.0006, -0.0017
O, 0.0005, 0.0017, -0.0013
O, -0.0005, 0.0014, -0.0018
O, -0.0001, -0.0007, -0.0028
O, -0.0005, 0.0002, -0.0028
O, -0.0009, -0.0001, -0.0016
O, -0.002, 0.0007, -0.0017
O, 0.0003, 0.0014, 0.0019
Si, -0.0013, 0.0001, -0.002
Si, -0.0024, 0.0066, -0.0012
Si, -0.0011, -0.0012, 0.0016
Si, -0.002, 0.0003, -0.0012
Si, -0.0032, 0.0001, -0.0015
Si, 0.0033, -0.0006, 0.0058
Si, -0.0013, 0.0007, 0.0008
Si, -0.0031, -0.0032, 0.0002
Si, -0.0026, -0.0015, 0
Si, -0.0111, -0.0036, 0.0101
Si, -0.0015, 0.0004, 0.0002
Si, -0.0016, 0.0008, -0.0022
Si, 0.001, -0.0017, -0.001
Si, -0.0026, 0.002, -0.0009
Si, -0.0021, 0.0016, 0.0002
Si, -0.0093, 0.0011, 0.0139
Si, -0.0011, -0.0027, 0.0006
Si, -0.0026, -0.0002, -0.0026
Si, -0.0008, -0.0008, 0
P, 0.0004, -0.085, -0.0153
Si, -0.0035, 0.0001, -0.0013
Si, -0.0016, 0.0004, -0.0012
Si, -0.0041, 0.0037, 0.0026
Si, -0.0013, 0.0008, -0.0008
Si, -0.0088, 0.0017, -0.0111
Si, -0.0033, 0.0043, -0.0006
Si, -0.0032, 0.0012, -0.0015
Si, -0.0007, -0.0007, 0.0021
Si, -0.0019, 0, -0.0025
Si, -0.0018, 0.0032, 0.0067
Si, -0.0033, -0.0017, -0.003
Si, -0.0026, 0, -0.0003
Si, -0.0023, 0.0046, 0.0027
Si, 0.0002, 0.0019, 0.003
Si, -0.0003, -0.0004, -0.0075
Si, -0.0015, 0.0002, -0.0019
Si, -0.0017, 0.0002, 0.0013
Si, -0.001, 0.0051, -0.0085
O, -0.0006, -0.0009, 0.0006
O, -0.0011, -0.0005, 0
O, -0.0031, -0.0069, 0.0023
O, -0.0027, 0.0003, 0.0012
O, -0.0027, 0.002, 0.0012
O, -0.0019, 0.0012, 0.0009
O, -0.0015, 0.002, 0.001
O, -0.0003, 0.0025, 0.0005
O, -0.0014, 0.0015, 0.0001
O, -0.0012, 0.001, 0.0013
O, -0.0025, -0.0005, -0.0008
O, -0.003, 0.0009, -0.0006
O, -0.0009, -0.0003, 0.0013
O, -0.0026, -0.0027, 0.0032
O, -0.0017, 0, -0.0004
O, -0.0014, -0.0019, 0.0007
O, -0.0015, 0.0005, 0.001
O, -0.0015, 0, 0.0014
O, -0.0038, 0.0042, 0.0002
O, 0.0008, -0.0059, -0.0026
O, -0.0013, 0.0004, 0.0006
O, -0.002, 0.0013, 0.0011
O, -0.0028, 0.0017, 0.0012
O, -0.0028, 0.0001, 0.0018
O, -0.0019, 0.002, 0.0006
O, -0.0013, 0.0011, 0.0001
O, -0.0015, 0.0009, 0.0008
O, -0.0032, -0.0002, -0.0063
O, -0.0031, -0.0004, 0.0004
O, -0.0004, 0.0025, -0.0033
O, -0.0026, 0.0002, 0.0006
O, -0.0018, -0.0004, 0.0002
O, -0.0022, 0.001, -0.0008
O, 0.0017, -0.0031, 0.0032
O, -0.0094, 0.0028, -0.0008
O, -0.0018, 0.0026, 0.0004
O, -0.0004, 0.0005, 0.0022
O, -0.0025, -0.0006, -0.0007
O, -0.002, 0.0009, 0.0011
O, -0.0015, -0.0011, 0
O, -0.0008, 0.0067, 0.0109
O, -0.0054, -0.0031, 0.0014
O, -0.0015, 0, -0.0001
O, 0.0017, 0.001, 0.0021
O, -0.0018, 0.0028, 0.0006
O, -0.0027, 0.0011, 0.0009
O, -0.0098, 0.0618, 0.0469
O, -0.0019, 0.0009, 0.0003
O, -0.0051, 0.0025, 0.0057
O, -0.0023, 0.0004, -0.0004
O, -0.0045, -0.0036, 0.0017
O, -0.0019, 0.0012, 0.0008
O, -0.0011, -0.0031, -0.0012
O, 0.0041, 0.0022, 0.0013
O, -0.0023, 0.0003, 0.0006
O, 0.0272, 0.0095, -0.0018
O, 0.0026, -0.0082, -0.0084
O, -0.0026, -0.0026, 0.0031
O, -0.0008, 0.0007, -0.0014
O, -0.0074, 0.0054, 0.0012
O, -0.0049, -0.0027, 0.0006
O, -0.0013, 0.0006, 0.0006
O, -0.0014, 0.0005, 0.0009
O, 0, 0.0017, 0.0034
O, -0.0017, -0.0009, 0.0002
O, 0.0043, 0.0004, -0.0042
O, -0.0023, 0, 0.0006
O, -0.002, 0.0005, 0.0017

The program warned: the cutoff lies below the one the program advises for these potential files; the exchange-correlation potential is rough where the density is thin.
